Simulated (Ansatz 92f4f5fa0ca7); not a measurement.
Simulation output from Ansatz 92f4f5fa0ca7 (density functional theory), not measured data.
Periodic cell of 159 atoms, Si96O61N2, from a study of silicon, its oxide and their interface. The atomic structure is a simulated model.

Settings
functional: r2SCAN
potential files: Ansatz norm-conserving
basis: plane waves
wave-function cutoff: 1300 eV
density cutoff ratio: 4
exchange-correlation grid ratio: 1
k mesh: 2 x 2 x 1, shifted by 0.5 0.5 0.5 of a step
self-consistency stop: 5e-08 eV per atom in the density residual
occupations: Fermi-Dirac, 0.05 eV
spin: none
net charge: 0

Cell vectors (angstrom)
a	10.9176	-0.0709	0.0493
b	-0.0709	10.9694	0.0243
c	0.1038	0.0512	23.0061

Atoms and the computed forces on them: element, x, y, z (angstrom), force x, y, z (eV/angstrom)
Si	-0.6289	0.5931	-0.3938	-0.3109	-0.6889	0.8012
Si	2.4391	2.9388	0.2679	2.4203	-4.1218	-1.5713
Si	0.2124	5.0524	-0.1205	2.3146	-0.2669	1.5629
Si	3.6768	6.839	-0.8725	0.5789	4.1381	-0.1613
Si	5.1957	-1.9001	-0.1987	-0.8906	-1.5844	-3.961
Si	7.9129	2.6624	-0.118	-1.9829	3.1369	3.5687
Si	5.6111	4.7285	-0.0621	-1.2981	1.2969	-0.4204
Si	7.601	8.3516	-0.7815	-0.8054	-1.2254	0.7919
Si	1.1732	1.0366	1.2407	0.0958	1.4532	-1.0172
Si	4.2147	3.9834	1.6363	-0.5327	-1.5341	-0.2244
Si	1.3736	6.5439	1.2125	0.5484	1.0716	0.0945
Si	4.2218	10.5803	1.4054	0.2204	-3.1242	-0.0473
Si	6.8468	1.4788	1.6105	-0.8289	-0.3383	0.4625
Si	9.7394	4.1119	1.458	-1.0379	-2.6198	-1.7268
Si	7.0424	6.0322	1.1917	-1.4089	3.4904	-1.7422
Si	9.5355	9.5749	1.0901	-2.7062	1.6624	-1.3563
Si	0.1903	2.6316	2.4848	-1.3906	0.8728	2.7205
Si	2.5101	0.0055	2.8964	1.1767	0.9387	-2.9939
Si	-0.0096	8.392	2.2216	2.4468	-1.9307	2.063
Si	2.5677	5.2101	2.6538	-0.086	1.0102	2.4072
Si	5.6532	2.7603	3.2415	-0.9927	-1.0163	-1.1257
Si	8.3765	0.1054	2.7109	0.2503	-0.7054	0.9553
Si	5.3895	8.5661	2.6272	-1.1472	-0.8153	0.8478
Si	8.5053	5.2749	2.8125	-0.8013	1.0857	1.8011
Si	1.2486	4.0791	4.3425	2.227	-2.2548	-2.918
Si	3.8672	1.0855	4.2699	2.259	1.7169	0.6252
Si	1.5811	9.3859	4.0515	-2.3046	-1.6748	0.9837
Si	3.9253	6.8587	3.8819	0.9025	-0.0994	-0.2443
Si	7.1402	4.029	4.5049	-1.1114	1.9701	-2.2203
Si	9.663	1.5048	4.316	1.2392	-1.9012	-1.6893
Si	6.8524	9.5793	4.1298	1.4517	-0.9453	-0.7979
Si	9.9131	6.7687	4.0213	-1.5215	0.1863	-0.1861
Si	0.3618	-0.1096	5.5395	-2.1292	-0.1157	-0.7921
Si	2.6104	2.5691	5.5866	0.0158	0.046	-0.5291
Si	-0.1231	5.1605	5.6153	-1.8756	0.9662	-0.329
Si	2.6948	7.8739	5.565	0.158	1.4251	-0.7417
Si	5.4946	-0.3117	5.4693	-1.2004	1.3513	1.3769
Si	8.3473	2.7149	5.7706	0.1478	-1.5752	-0.1429
Si	5.3045	5.3704	5.2595	0.3277	0.0476	0.2327
Si	8.2071	7.8919	5.386	1.8157	1.797	-1.3969
Si	1.2905	1.3868	7.0424	0.646	-0.6055	1.6311
Si	4.2258	3.7406	6.6634	-0.9842	2.276	0.2338
Si	1.2132	6.5551	6.6389	0.9941	0.4583	2.7379
Si	3.6085	9.6495	6.9108	1.6097	-0.7387	-0.6083
Si	7.0015	1.2409	6.8306	-2.3469	-0.102	0.0991
Si	9.8419	3.5431	7.1578	0.1175	1.4344	2.3129
Si	6.9237	6.4834	6.5086	-0.5439	0.0536	0.4892
Si	9.6768	9.2767	6.8351	-0.5353	0.5547	0.0831
Si	0.3325	2.8122	8.9752	-0.1487	0.6654	-2.3797
Si	2.5236	-0.2277	8.5749	-1.078	0.6794	-0.134
Si	-0.0061	7.8683	8.2939	0.9634	1.0184	-1.9162
Si	2.8011	5.3388	8.0714	0.5509	0.015	-1.1522
Si	5.3785	2.5273	8.1355	1.0463	-0.2504	1.0537
Si	8.3058	-0.1024	8.0169	1.7779	-2.1383	1.6008
Si	5.9906	8.349	7.6005	-0.9529	1.0473	0.8475
Si	7.8726	5.4318	8.3377	1.4132	-0.1204	-0.6219
Si	1.6484	4.526	9.9421	1.2205	-0.3571	-0.3014
Si	3.8396	1.4605	9.5439	0.8674	-1.1401	-0.9613
Si	1.279	8.8161	9.9408	0.4675	0.5715	0.4561
Si	4.42	6.9876	8.6452	-2.3673	0.769	1.2745
Si	5.9852	3.7993	10.2107	-1.8076	1.8916	-1.2687
Si	6.5569	0.187	13.6363	1.1296	0.9702	-4.2215
Si	6.9011	9.5273	9.5783	0.9725	0.7277	-0.3109
Si	9.3624	6.8394	9.5249	-1.5416	-2.0165	0.5575
Si	-0.4886	0.9822	9.9754	-1.0216	-0.2225	3.1074
Si	3.2815	3.1147	11.0102	-1.3065	-0.3736	1.4712
Si	-0.7912	5.609	11.353	0.6674	-0.2545	0.0787
Si	3.4102	8.2637	10.7082	0.4248	1.2665	-1.5317
Si	5.3297	-0.0328	10.68	-0.3591	-0.5831	1.3678
Si	8.4798	2.8607	11.8636	-0.8634	-1.0151	-2.5176
Si	6.2173	6.3542	9.6549	1.9917	-2.4729	3.5845
Si	8.1905	7.9347	11.1577	0.0291	3.8104	-1.3902
Si	10.5889	8.3085	12.8308	-1.5797	0.9297	-0.9247
Si	1.2378	10.1508	17.52	-0.7158	-0.6926	1.7592
Si	2.7625	-1.8684	13.6553	1.007	-0.1933	0.185
Si	-0.1778	11.7748	14.6595	0.4565	-1.275	0.1203
Si	13.7885	5.7376	17.5684	-2.0692	-1.1706	0.7739
Si	1.8965	1.0046	12.6508	-1.5317	2.1422	-0.354
Si	8.6929	10.8913	12.3401	-0.2735	2.396	2.1124
Si	11.508	9.5314	14.887	0.3677	-2.6515	-0.3598
Si	-4.0752	-1.4206	17.9538	-1.4656	-4.3348	-1.0727
Si	-2.9113	1.2428	18.4902	3.1067	-0.8593	1.2889
Si	-0.6251	10.4506	19.9011	-4.0083	1.4713	-2.0711
Si	4.7241	3.7631	15.8599	-2.1968	-0.4228	3.2178
Si	-5.6888	2.5767	18.6011	-2.9803	-1.5275	-0.5882
Si	5.164	-1.5569	15.496	-1.8845	2.3911	-1.5532
Si	8.577	7.9276	19.8696	-0.8675	-1.603	-0.8191
Si	6.857	2.3217	14.5085	0.9495	0.9036	2.2774
Si	-0.5788	5.366	19.955	-0.2691	1.0343	-1.5863
Si	9.3399	2.8598	16.4179	1.0931	-2.0604	0.5794
Si	3.2246	8.2721	19.3218	-1.0868	-1.9485	0.2173
Si	1.326	3.429	18.9355	0.6003	2.4835	-1.1757
Si	3.4879	1.8058	20.3305	-4.8358	-5.421	3.2566
Si	3.4835	1.1152	16.3752	-0.1248	0.3462	3.5991
Si	4.64	9.722	20.2676	0.4107	1.5396	2.7891
Si	0.1756	4.9393	16.878	2.0191	2.4336	3.9601
O	0.0073	-0.0819	21.2193	1.3115	2.1501	4.4797
O	4.7651	-5.334	21.7477	1.6909	-2.0375	1.2633
O	5.9984	9.645	19.3939	-0.7023	0.571	0.6445
O	3.2146	2.088	21.9008	-1.2681	1.0061	3.0695
O	3.1092	6.8724	23.6347	-1.6639	-0.0395	-1.2938
O	0.021	5.6322	-1.5488	-2.2348	1.4536	-4.283
O	0.0287	3.7837	19.8418	-1.1148	0.9657	0.6883
O	-2.0279	6.3196	19.941	1.1229	0.6339	0.7791
O	6.3363	-3.475	24.69	1.176	-1.6049	-0.0225
O	12.3889	3.9068	-0.3851	-1.2372	0.9234	0.0564
O	6.784	3.7582	22.2749	1.3453	-1.7681	-0.8903
O	9.055	1.7308	-0.608	3.219	-3.1518	-2.0681
O	5.5575	11.4066	1.1526	1.2384	2.0636	-0.0869
O	2.1121	9.0713	18.4306	-0.8545	1.6075	-0.248
O	-8.7854	2.3334	19.5311	-1.3557	-1.1137	-0.2339
O	7.548	6.7148	22.5849	0.9354	0.9934	1.6702
O	-1.1264	0.3666	13.5453	-2.0203	0.3908	-1.7002
O	-1.7426	-8.4587	17.9316	-1.8967	-1.8154	0.5709
O	2.6913	2.4712	12.436	0.4036	-1.3196	-1.3579
O	-1.3802	4.0914	12.0847	2.0577	3.5056	-1.5065
O	0.6856	11.8178	11.3971	1.5413	-0.2975	0.5865
O	3.0902	8.3386	12.2706	-0.5805	-1.7494	2.5626
O	-3.6185	14.2296	10.6096	1.6348	0.1426	2.1118
O	0.8601	5.7706	10.6795	-1.5969	-1.3873	1.8099
O	4.2383	-1.2437	10.6898	0.1333	-0.5621	-0.7909
N	9.058	1.423	11.1576	0.9639	-3.4007	0.9932
O	9.8261	4.4323	16.0111	0.1219	-1.4484	0.5542
O	4.7795	3.6327	11.3808	0.9748	0.3035	-0.5445
O	6.9354	6.8861	11.3018	-0.8055	-0.5006	-0.7333
N	9.2081	9.2909	12.1811	-2.0597	-4.0569	-1.218
O	6.2418	-1.1455	14.3653	0.3423	-1.5731	1.7032
O	6.6245	1.8523	18.9339	1.3241	0.4725	1.5442
O	-2.9583	2.5514	15.7349	-3.6702	0.2383	-1.9933
O	7.6593	13.6269	13.2776	0.661	0.7624	-1.5782
O	3.9811	8.6502	14.6412	-0.7761	-0.3204	0.4552
O	-10.6267	10.9743	18.6935	2.6247	-0.4927	-4.3785
O	3.9216	5.0563	16.5869	0.974	-0.4507	-3.3363
O	0.4399	9.0968	16.4416	0.942	1.8186	0.6456
O	-0.8448	6.754	12.5787	0.3602	0.2589	0.0724
O	1.4422	6.0233	16.5886	-0.0465	-1.4638	-0.0493
O	1.1328	1.5643	14.0444	1.1051	0.2982	-1.5721
O	13.6681	-0.3682	13.2512	-0.3739	1.9778	-1.4758
O	13.2955	4.6554	18.7851	0.5011	0.8983	-0.3114
O	16.3498	11.1491	12.4193	0.3256	0.6131	-0.8475
O	11.591	-2.3427	11.4896	0.5139	0.1074	-0.4535
O	5.3516	3.485	17.4221	0.8516	-0.3293	-1.9401
O	10.0163	-2.1102	19.9268	-0.8223	-3.1707	-0.7425
O	-0.3543	5.7803	18.3393	0.7963	-1.5954	-0.9226
O	2.0188	0.4306	16.6442	-0.677	-1.0279	0.8419
O	3.9901	1.3183	18.1764	1.9373	1.7215	-3.7519
O	3.9177	0.1954	20.3408	-0.0463	0.5701	-0.1153
O	-5.0891	8.8654	16.7031	0.6189	0.932	1.9595
O	0.805	3.4589	17.3421	-0.7792	-0.0003	0.0553
O	4.3592	-0.0766	15.8228	1.6894	-1.1368	-0.3039
O	3.5518	7.1599	18.1236	-0.2907	-1.1095	0.5178
O	4.4862	2.8797	20.0889	6.6597	4.3318	-3.6252
O	-5.0632	3.7376	14.6123	-1.5582	-0.2065	1.7276
O	-0.762	1.5663	15.8344	0.1085	1.7899	1.1524
O	3.486	2.5352	15.5274	2.3332	0.3466	1.5182
O	8.8035	11.1637	19.8105	-1.2643	2.0773	-2.5927
O	-3.7038	10.9959	17.6491	2.5522	2.1425	-1.9225
O	13.7646	7.3629	20.8719	0.4496	-0.2714	-0.6231
O	7.6678	8.1381	18.2518	2.7702	0.4791	3.2144

Results
free energy: -40152.706 eV
free energy less fixed offsets of N -289.75, O -463.61, Si -117.95 eV per atom: 30.204 eV
pressure: -2.74 GPa
stress xx, yy, zz, yz, xz, xy (GPa, positive in tension): 0.4, 3.15, 4.67, 0.81, 1.65, -1.22
